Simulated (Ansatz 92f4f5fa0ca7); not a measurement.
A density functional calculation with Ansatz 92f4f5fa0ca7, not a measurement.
Periodic cell of 192 atoms, Si128O64, from a study of silicon, its oxide and their interface. The atomic structure is a simulated model.

Settings
functional: r2SCAN
potential files: Ansatz PAW
basis: plane waves
wave-function cutoff: 800 eV
density cutoff ratio: 5
exchange-correlation grid ratio: 1
k mesh: 1 x 1 x 1, shifted by 0.5 0.5 0 of a step
self-consistency stop: 1e-10 eV per atom in the density residual
occupations: fixed
spin: none
net charge: 0

Cell vectors (angstrom)
a  10.888  0  0
b  0  10.888  0
c  0  0  27.8161

Atoms: element, x, y, z (angstrom)
Si  -0.1649  0.091  0.2532
Si  3.0472  2.4361  0.1497
Si  -0.2546  5.7255  0.0701
Si  3.0075  7.955  -0.0377
Si  5.2852  0.249  0.0091
Si  8.5411  2.4013  0.1002
Si  5.1743  5.6504  0.082
Si  8.3018  7.8318  0.0262
Si  1.4189  1.3267  1.4394
Si  4.1014  4.0647  1.4434
Si  1.3757  6.8553  1.3203
Si  4.1506  9.5147  1.3125
Si  6.8166  1.399  1.3529
Si  9.5767  4.0752  1.3863
Si  6.7889  6.7296  1.4118
Si  9.4681  9.409  1.398
Si  0.069  2.7435  2.7622
Si  2.766  -0.0671  2.7437
Si  0.0186  8.1466  2.7533
Si  2.683  5.4381  2.7231
Si  5.503  2.7443  2.7786
Si  8.1391  -0.0325  2.7169
Si  5.4864  8.1795  2.7302
Si  8.1572  5.3702  2.7597
Si  1.3775  4.0971  4.1429
Si  4.111  1.3396  4.0807
Si  1.3691  9.5126  4.1074
Si  4.0845  6.809  4.0529
Si  6.8317  4.0639  4.1642
Si  9.5392  1.3472  4.0496
Si  6.8073  9.5282  4.1213
Si  9.5403  6.7638  4.0824
Si  0.0057  0.004  5.438
Si  2.7465  2.7063  5.4534
Si  -0.0046  5.4363  5.4833
Si  2.7262  8.1475  5.4452
Si  5.44  -0.0107  5.4727
Si  8.195  2.6859  5.4669
Si  5.4424  5.4571  5.4474
Si  8.1835  8.1482  5.441
Si  1.3547  1.3615  6.8112
Si  4.0945  4.0848  6.8044
Si  1.3684  6.8081  6.8167
Si  4.0643  9.5157  6.8156
Si  6.8038  1.3522  6.8155
Si  9.5275  4.069  6.8267
Si  6.808  6.8079  6.8136
Si  9.5328  9.5238  6.7939
Si  -0.0047  2.7217  8.1802
Si  2.7057  -0.006  8.1733
Si  0.0052  8.1777  8.1607
Si  2.7298  5.441  8.1595
Si  5.4493  2.7303  8.1671
Si  8.1571  -0.0145  8.1511
Si  5.4291  8.159  8.168
Si  8.1625  5.4344  8.1763
Si  1.3646  4.0979  9.5119
Si  4.0624  1.3812  9.5101
Si  1.3385  9.5349  9.5443
Si  4.0878  6.783  9.5377
Si  6.7996  4.0804  9.545
Si  9.4837  1.3667  9.5111
Si  6.7746  9.541  9.5046
Si  9.5407  6.8077  9.5097
Si  -0.041  0.0462  10.8686
Si  2.7135  2.7523  10.8759
Si  0.0146  5.4452  10.8814
Si  2.703  8.137  10.8746
Si  5.4216  0.0322  10.8666
Si  8.1264  2.6997  10.9149
Si  5.4494  5.4268  10.9253
Si  8.144  8.1696  10.8205
Si  1.2968  1.452  12.2157
Si  4.0815  4.0518  12.2921
Si  1.3812  6.7698  12.2808
Si  4.0495  9.5461  12.1712
Si  6.724  1.3788  12.3109
Si  9.5342  4.0667  12.2088
Si  6.8497  6.8117  12.2271
Si  9.4459  9.5659  12.164
Si  -0.0254  2.8016  13.6741
Si  2.6402  0.0333  13.4586
Si  -0.0855  8.1946  13.4513
Si  2.7796  5.3999  13.6931
Si  5.3673  2.711  13.7638
Si  8.0921  -0.0177  13.604
Si  5.4583  8.2176  13.4971
Si  8.2182  5.4122  13.5725
Si  1.3407  4.169  15.1513
Si  3.8323  1.3094  14.9969
Si  1.2334  9.5821  14.7374
Si  4.2171  6.8531  14.9168
Si  6.7989  4.179  15.018
Si  9.4274  1.3604  14.9168
Si  7.8728  7.7327  16.1849
Si  9.592  6.8234  14.8949
Si  -0.0044  0.0682  16.208
Si  2.2057  2.3266  16.3637
Si  0.4734  6.0783  16.2998
Si  2.6834  8.2604  15.9492
Si  4.4986  -0.2261  16.657
Si  8.2391  2.84  16.2863
Si  6.0388  6.0738  16.2514
Si  6.8194  9.4317  14.9874
Si  1.1795  25.5677  25.9009
Si  31.8451  -22.9753  21.3711
Si  -2.6034  0.2498  23.5834
Si  7.793  -9.6088  18.8616
Si  9.0042  20.4461  18.4044
Si  -2.6689  17.3152  23.4472
Si  3.135  11.4257  23.6271
Si  -20.3003  -1.1598  25.644
Si  -26.6425  -17.0011  25.0195
Si  -1.3858  -19.2019  25.2132
Si  9.6588  4.0931  22.6003
Si  -12.1811  4.7866  18.1992
Si  10.0778  24.4094  20.2703
Si  -6.2121  8.8172  23.2057
Si  16.664  13.0534  23.4898
Si  39.3821  5.6296  19.0902
Si  27.6104  24.6854  20.4898
Si  17.1438  -14.4754  21.4997
Si  1.4475  -16.6533  23.1509
Si  12.4214  0.9016  21.0296
Si  3.5868  -31.0621  18.9072
Si  4.1338  -26.6845  23.0232
Si  43.4841  -24.8745  23.6553
Si  17.6338  31.2124  25.5604
O  -0.6749  21.0515  -10.3425
O  -12.3143  47.3534  -3.6557
O  -8.4207  14.1447  -1.1338
O  -1.566  -9.3275  -8.4817
O  -15.7637  -0.3098  -1.3634
O  22.2537  -0.5071  -1.1107
O  2.1854  33.8516  -5.3349
O  -3.6818  5.752  -3.3177
O  11.4373  8.9693  -3.2636
O  21.6288  5.8261  -10.0364
O  10.0971  -6.8384  -8.3008
O  40.8583  -27.1416  -9.3718
O  10.9948  -8.3079  -1.9788
O  22.4682  2.1902  -7.2604
O  1.6782  4.1882  -3.3857
O  7.7681  -32.9445  -9.3311
O  15.4324  -10.3139  18.0717
O  15.5036  -5.6807  24.3449
O  -4.2327  -25.679  19.9713
O  19.2652  13.7705  26.3407
O  -5.2483  13.8338  22.0759
O  -3.4719  -2.551  26.5417
O  5.6871  -16.0219  17.8349
O  2.8385  13.4737  17.842
O  27.4099  -12.9019  24.5125
O  -8.585  -10.8346  24.9272
O  7.429  2.1539  17.5357
O  16.8649  21.0632  16.2013
O  -9.8817  -15.1715  23.5804
O  -2.4691  -2.6435  17.6569
O  32.9656  -6.4246  22.2308
O  8.7105  5.3547  22.3222
O  14.6611  10.1048  22.978
O  -3.3835  -14.2609  22.4958
O  26.1867  13.5201  19.8103
O  20.318  -7.1247  16.9427
O  2.6411  11.5868  19.8595
O  -8.4239  30.4482  26.3893
O  3.7457  -3.3806  23.3961
O  20.3646  17.6655  27.3468
O  -6.7556  23.117  27.3776
O  17.1781  3.2363  24.5788
O  20.3845  9.2505  19.9091
O  3.5088  9.3595  16.8748
O  15.2318  12.4512  23.9575
O  1.0581  1.2022  16.7253
O  -1.3571  -20.6537  27.6533
O  -4.452  -6.5851  19.9454
O  13.7458  -5.6529  22.3718
O  4.0905  -4.1085  27.3449
O  9.255  2.8408  21.655
O  7.9651  -0.9185  24.6433
O  -25.8592  1.6858  20.053
O  22.3102  10.5348  21.1145
O  -5.5381  -4.8584  21.9564
O  5.4237  -2.2296  21.7562
O  8.9795  10.5533  22.2283
O  1.646  -14.5953  16.6505
O  0.481  -16.6874  26.566
O  -0.3975  8.3603  22.1739
O  -1.4508  -14.6286  24.2243
O  20.1977  1.2368  24.3401
O  28.655  -9.8892  23.2683
O  27.6587  4.9166  26.6127

Results
free energy: -118376.638 eV
free energy less fixed offsets of O -570.45, Si -639.56 eV per atom: -4.158 eV

Forces (eV/angstrom), in the order of the atoms: element, x, y, z
Si  0.0152  -0.0084  -0.15
Si  -0.0123  0.019  -0.1432
Si  0.0177  -0.0166  -0.1466
Si  -0.0115  0.022  -0.1579
Si  0.0243  -0.0175  -0.1592
Si  0.011  0.008  -0.1792
Si  0.0299  -0.0305  -0.1737
Si  -0.0327  0.0134  -0.1622
Si  0.0008  0.001  0.0079
Si  0.0004  0.0015  0.0085
Si  0.0015  0.0006  0.0086
Si  -0.0016  0.001  0.011
Si  0.003  0.0008  0.0088
Si  -0.0021  -0.0017  0.0102
Si  -0.0016  0.0004  0.01
Si  -0.0008  -0.0007  0.0088
Si  0.0007  0.0007  -0.0027
Si  -0.0008  -0.0036  -0.0019
Si  0.0024  0.002  -0.0024
Si  -0.0027  -0.0027  -0.0021
Si  0.0003  0.001  -0.0022
Si  -0.0016  -0.0009  -0.002
Si  0.0015  0.0016  -0.0026
Si  -0.0008  -0.0026  -0.0027
Si  0.0004  0  0.0001
Si  0.0001  -0.0003  0.0003
Si  0.0003  -0.0005  -0.0007
Si  0.0006  -0.001  0.0008
Si  -0.0006  0.0006  0.0006
Si  0.0003  0  0.0007
Si  0.0002  -0.0001  0.0004
Si  -0.0006  0.0007  0.0001
Si  -0.0003  -0.0016  -0.0006
Si  0.0001  -0.0001  -0.001
Si  0.0008  -0.0004  -0.0007
Si  0  -0.0003  -0.0004
Si  0  -0.0009  -0.0009
Si  -0.0005  0.0003  -0.001
Si  -0.0005  -0.0006  -0.0007
Si  -0.0005  -0.0008  -0.0007
Si  0.0002  0.0001  -0.0001
Si  -0.0006  -0.0008  0.0003
Si  -0.0004  -0.0009  0
Si  0.0003  -0.0004  -0.0001
Si  -0.0005  -0.0006  0
Si  -0.0001  -0.0006  0.0004
Si  0.0001  -0.0005  0.0003
Si  -0.0003  -0.0008  -0.0001
Si  0.0001  -0.0007  0.0011
Si  -0.0007  -0.0011  0.0007
Si  0.0003  -0.0003  0.0002
Si  0.0001  -0.0003  0.0004
Si  0.0006  -0.0003  0.0007
Si  -0.0003  -0.0006  0.0006
Si  -0.0009  -0.0009  0.0007
Si  -0.0005  -0.0009  0.0009
Si  -0.0007  -0.0005  0.0002
Si  -0.0001  0.0001  0.0004
Si  0  -0.0005  0.001
Si  0.0002  -0.0007  0.0006
Si  -0.001  -0.0008  0.0007
Si  0.0002  -0.0006  0
Si  0.0004  0  0.0006
Si  -0.0003  -0.0005  0.0011
Si  0.0008  0.0007  -0.0003
Si  -0.0002  -0.0006  0.0003
Si  0.0001  -0.0012  0.0006
Si  -0.0009  -0.0005  0.0001
Si  -0.0001  0.0003  0.0003
Si  0.0003  -0.0013  0.0002
Si  -0.0012  0.0003  0
Si  0  -0.0003  0.0001
Si  0.002  0.0006  -0.001
Si  -0.0034  -0.0012  -0.0001
Si  -0.0015  -0.0005  0.0008
Si  0.0013  0.0009  0.0007
Si  -0.0001  -0.0006  -0.0009
Si  -0.0002  -0.0009  -0.0013
Si  -0.0009  -0.0006  -0.0008
Si  0.0001  -0.0011  -0.0004
Si  0.0032  -0.0007  0.0012
Si  -0.0059  -0.0024  -0.0025
Si  0.0007  0.0007  -0.0028
Si  0.0013  0.0016  -0.0014
Si  0.002  0.0008  -0.0037
Si  -0.0045  -0.0065  0.0021
Si  0.0081  -0.0016  0.0042
Si  0.0001  0.0037  -0.0006
Si  0.0017  -0.0001  0.0087
Si  -0.0036  0.0017  0.0145
Si  0.0006  -0.0015  0.007
Si  -0.0018  0.0036  0.0066
Si  -0.0014  -0.0002  0.0098
Si  -0.0056  -0.0053  0.0093
Si  -0.0321  -0.0304  -0.1268
Si  0.0012  0.0011  0.0118
Si  0.0297  0.0257  -0.1448
Si  -0.0234  0  -0.1713
Si  0.0248  0.0061  -0.1455
Si  -0.0049  -0.012  -0.0739
Si  -0.0124  -0.0445  -0.1948
Si  0.0104  0.013  -0.1858
Si  0.0144  0.0259  -0.1475
Si  0.0193  -0.0201  -0.0446
Si  -0.0124  -0.0158  -0.3165
Si  0.0068  0.0225  -0.4113
Si  0.0106  -0.0014  -0.3398
Si  -0.0259  -0.0106  -0.3247
Si  -0.0037  -0.0315  -0.3965
Si  0.0021  0.0227  -0.2885
Si  0.0005  0.0583  -0.3368
Si  -0.0057  0.0319  -0.3571
Si  0.0128  -0.0145  -0.3624
Si  0.0063  -0.0042  -0.3606
Si  -0.0164  -0.0638  -0.3486
Si  0.0402  0.0501  -0.3343
Si  -0.0176  0.0121  -0.3753
Si  -0.019  -0.0197  -0.3046
Si  -0.0165  0.0288  -0.3339
Si  0.0107  -0.0309  -0.4181
Si  0.0044  -0.0173  -0.3898
Si  0.0425  -0.0402  -0.3674
Si  -0.0198  0.0269  -0.2856
Si  0.0065  0.0176  -0.3675
Si  0.0254  0.009  -0.3831
Si  0.0312  0.0148  -0.2615
Si  -0.0461  -0.0271  -0.2978
Si  0.005  -0.0058  -0.3719
O  -0.0782  -0.0496  0.1881
O  -0.0001  -0.0595  0.2279
O  0.0633  -0.0487  0.1641
O  0.0658  0.036  0.1542
O  -0.0648  0.0657  0.2019
O  -0.0615  0.0454  0.1889
O  0.0779  -0.0194  0.2425
O  -0.0616  -0.0445  0.1471
O  0.0712  0.0733  0.1861
O  -0.0593  -0.0451  0.1689
O  0.0216  -0.0961  0.2265
O  -0.0619  0.0035  0.1544
O  0.0373  0.0115  0.1198
O  0.0239  -0.0204  0.1294
O  -0.0116  -0.0625  0.2256
O  0.0015  0.0285  0.1104
O  -0.015  0.0677  0.2066
O  0.0445  -0.0352  0.1683
O  -0.0319  0.0936  0.2567
O  -0.0431  -0.0021  0.2276
O  -0.0082  -0.0372  0.298
O  0.0653  -0.0607  0.1956
O  0.0293  -0.0323  0.258
O  0.0556  -0.0336  0.2217
O  0.084  0.0324  0.2089
O  -0.0666  -0.075  0.1933
O  -0.0159  -0.0669  0.2229
O  -0.0321  0.0276  0.0808
O  -0.0028  0.015  0.0949
O  0.0474  0.0761  0.1889
O  0.0436  0.0347  0.1376
O  -0.0067  0.0305  0.1343
O  -0.0007  0.0042  0.1176
O  0.0504  -0.0206  0.1621
O  0.0714  0.043  0.1678
O  0.0208  0.0473  0.1504
O  -0.0944  -0.0387  0.2165
O  0.0595  -0.0766  0.1881
O  -0.0112  0.0181  0.0967
O  0.0016  0.0011  0.0799
O  -0.0022  0.0019  0.0802
O  0.0144  0.0684  0.1477
O  0.0653  0.0062  0.3034
O  0.0287  0.0347  0.0792
O  -0.0133  -0.0162  0.111
O  0.0075  0.0054  0.0836
O  0.0026  -0.0116  0.0876
O  -0.0258  -0.0625  0.1552
O  -0.0146  0.0028  0.1085
O  -0.0063  0.0054  0.0811
O  -0.0177  0.0683  0.2351
O  -0.0556  -0.0593  0.1828
O  -0.0488  0.0445  0.1629
O  -0.017  -0.0251  0.1221
O  -0.0658  -0.017  0.1519
O  -0.0423  0.0312  0.1607
O  -0.0765  0.0512  0.2111
O  -0.015  -0.0129  0.0604
O  -0.0491  0.0688  0.1705
O  0.037  -0.0824  0.2048
O  0.0117  0.009  0.1107
O  0.0321  0.0651  0.1619
O  0.0261  -0.0277  0.115
O  -0.0481  0.0491  0.2658

The program warned: the cutoff lies below the one the program advises for these potential files; the forces do not sum to zero within the program's tolerance; empty levels may hold ghost states of the PAW files; the exchange-correlation potential is rough where the density is thin.
